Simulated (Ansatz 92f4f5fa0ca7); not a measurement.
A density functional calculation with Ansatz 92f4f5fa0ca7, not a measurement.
Periodic cell of 268 atoms, Si148O120, from a study of silicon, its oxide and their interface. The atomic structure is a simulated model.

Settings
functional: r2SCAN
potential files: Ansatz PAW
basis: plane waves
wave-function cutoff: 800 eV
density cutoff ratio: 5
exchange-correlation grid ratio: 1
k mesh: 1 x 1 x 1, shifted by 0.5 0.5 0 of a step
self-consistency stop: 1e-10 eV per atom in the density residual
occupations: fixed
spin: none
net charge: 0

Cell vectors (angstrom)
a  10.88  0  0
b  0  10.88  0
c  0  0  37.5246

Atoms: element, x, y, z (angstrom)
Si  -0.459  0.2584  -0.1215
Si  2.9175  2.4321  0.1165
Si  -0.4189  5.7808  0.1604
Si  2.7327  7.8595  -0.1611
Si  5.1273  0.2427  0.0966
Si  8.3025  2.5895  -0.2411
Si  5.1029  5.7744  -0.202
Si  8.1911  8.1182  0.0814
Si  1.2119  1.3178  1.2347
Si  4.0564  4.1457  1.2124
Si  1.2912  6.812  1.3403
Si  3.9022  9.4722  1.1976
Si  6.7598  1.4615  1.2204
Si  9.3855  4.0622  1.262
Si  6.5979  6.8818  1.2496
Si  9.3842  9.6515  1.3533
Si  -0.0754  2.7426  2.6065
Si  2.5802  -0.0431  2.5994
Si  -0.0553  8.2527  2.6309
Si  2.6659  5.4284  2.6304
Si  5.4229  2.8136  2.6002
Si  8.0326  0.1015  2.6729
Si  5.3013  8.2212  2.6346
Si  8.0079  5.4659  2.5791
Si  1.3084  4.0714  3.9676
Si  4.0249  1.3717  3.8744
Si  1.3009  9.522  4.0385
Si  4.0108  6.8047  3.9864
Si  6.7493  4.1165  4.0122
Si  9.4636  1.3988  3.9933
Si  6.7043  9.564  3.9767
Si  9.4506  6.8205  3.8988
Si  -0.0558  0.0225  5.3421
Si  2.6914  2.7091  5.2898
Si  -0.0478  5.4666  5.2905
Si  2.6787  8.1556  5.3653
Si  5.3691  0.0452  5.3179
Si  8.1258  2.7561  5.3554
Si  5.396  5.4664  5.3457
Si  8.1219  8.187  5.2801
Si  1.3517  1.3477  6.6608
Si  4.0561  4.0638  6.6686
Si  1.3333  6.7754  6.6989
Si  4.0645  9.5254  6.6892
Si  6.7695  1.3709  6.6923
Si  9.5183  4.0966  6.6834
Si  6.8028  6.8196  6.6549
Si  9.4933  9.5103  6.682
Si  0.021  2.7143  8.009
Si  2.703  -0.003  8.0319
Si  0.0006  8.1586  8.044
Si  2.7324  5.4203  8.0465
Si  5.417  2.7278  8.0503
Si  8.149  -0.0036  8.0378
Si  5.4723  8.1698  8.0186
Si  8.1675  5.4695  8.0174
Si  1.4096  4.0106  9.3827
Si  4.0741  1.3269  9.3967
Si  1.4  9.4921  9.4052
Si  4.1497  6.7878  9.3749
Si  6.8055  4.1136  9.3621
Si  9.5589  1.345  9.3676
Si  6.8257  9.4977  9.4096
Si  9.5519  6.779  9.3968
Si  0.0487  -0.0175  10.748
Si  2.7526  2.6659  10.7991
Si  0.0742  5.3876  10.6896
Si  2.8378  8.1551  10.7398
Si  5.431  -0.0416  10.7429
Si  8.183  2.7426  10.6556
Si  5.5036  5.4607  10.7926
Si  8.2139  8.1401  10.764
Si  1.4172  1.2698  12.1744
Si  4.155  4.0414  12.1056
Si  1.5309  6.6921  11.9785
Si  4.1703  9.4747  12.2152
Si  6.8173  1.3734  11.957
Si  9.574  4.0484  12.0197
Si  6.894  6.8131  12.1833
Si  9.6071  9.4787  12.0957
Si  0.0002  2.6631  13.4039
Si  2.7783  -0.0575  13.6239
Si  0.2206  8.0682  13.2784
Si  2.8465  5.3876  13.4787
Si  5.5375  2.7  13.4249
Si  8.1652  0.0276  13.2806
Si  5.6114  8.1535  13.6496
Si  8.3203  5.4426  13.4521
Si  1.1925  4.2023  14.6524
Si  4.3929  1.1863  14.8151
Si  1.7706  9.0101  14.775
Si  4.0741  6.8664  14.8838
Si  7.1591  3.8531  14.6832
Si  9.2499  1.5393  14.666
Si  6.7051  9.9386  14.8219
Si  10.0277  6.5428  14.6585
Si  -1.7556  0.717  19.6494
Si  7.8252  17.7544  18.8568
Si  -4.5728  4.8037  19.9453
Si  1.784  9.8568  21.2094
Si  8.7716  10.5674  16.9967
Si  -0.1882  -2.5518  16.9647
Si  -1.0009  6.2774  29.2468
Si  0.517  10.486  23.9404
Si  -2.4581  7.5637  26.8122
Si  12.1168  1.3983  19.3171
Si  11.0715  7.4122  21.4835
Si  5.9413  16.4543  17.0607
Si  7.8998  13.6653  21.5256
Si  -4.3775  14.3499  23.9495
Si  2.6473  2.5859  16.9883
Si  6.9677  8.875  23.2755
Si  1.5071  7.6546  24.2363
Si  10.7634  6.0527  18.9179
Si  2.0887  15.0052  19.2971
Si  3.6734  15.0655  24.3968
Si  3.8309  5.4128  21.4925
Si  3.9677  19.1803  22.5753
Si  12.0683  13.1867  25.1404
Si  9.2951  3.5698  24.0545
Si  7.8502  16.9253  24.3532
Si  1.6331  11.4983  27.7079
Si  1.9602  13.1801  30.1188
Si  8.7096  14.3261  28.889
Si  8.6319  -1.9034  20.8008
Si  5.9536  10.398  32.5633
Si  13.6859  17.1624  26.327
Si  9.9925  6.2034  34.9844
Si  0.5025  8.9411  35.301
Si  6.5035  9.4616  35.3305
Si  3.2477  19.7759  27.8757
Si  19.3806  10.6234  31.0242
Si  9.4109  11.4631  28.0407
Si  4.4452  19.1265  33.6661
Si  -7.8  15.8332  29.1136
Si  -2.136  10.0671  25.3513
Si  1.9482  9.3494  32.7472
Si  3.2148  11.9518  32.5328
Si  3.4465  5.3134  33.0871
Si  1.8544  18.303  30.1762
Si  7.231  4.725  35.1574
Si  -4.7709  18.8542  28.655
Si  2.4401  3.0532  34.6875
Si  -4.773  15.7255  29.2345
Si  0.5417  15.3534  33.0197
Si  6.3585  5.3156  32.2287
Si  7.843  7.7125  31.1226
Si  9.9684  13.1621  31.2417
O  0.9692  3.4519  -3.3466
O  -1.481  1.4329  -0.6928
O  2.285  3.0019  -1.2591
O  -7.3797  4.2207  -3.2435
O  -0.3349  5.7201  -3.983
O  -0.0315  5.4115  -1.4
O  -4.1358  19.1845  -7.431
O  1.8341  8.3738  -1.4536
O  4.0303  1.3486  -0.4019
O  5.7885  -0.3256  -1.2704
O  6.8253  4.5113  -3.9489
O  4.737  5.1379  -5.3883
O  5.9397  5.2744  -1.5371
O  3.869  6.7711  -0.6887
O  9.3226  6.9468  -0.0854
O  0.0775  6.1394  20.5241
O  0.1647  5.3637  15.1975
O  3.8795  1.9088  16.1996
O  1.8257  0.082  20.0462
O  2.9558  7.991  15.2803
O  0.941  9.1674  16.1722
O  3.107  3.6846  18.1003
O  1.1934  8.4348  20.7226
O  4.6465  6.2006  16.2921
O  12.5919  3.3512  15.9319
O  6.6211  4.5262  16.0567
O  9.6142  0.6767  16.0133
O  5.4987  10.9528  15.2778
O  7.5804  9.796  16.2089
O  5.6991  4.7253  18.4363
O  9.72  7.4345  16.0035
O  -0.3731  1.4588  19.3006
O  5.3683  8.7633  23.205
O  -3.2179  18.3206  23.5781
O  -1.2963  7.993  21.6387
O  5.1457  4.6187  21.0242
O  1.8048  1.4492  17.794
O  0.7565  10.3441  22.3614
O  3.2743  9.549  21.7896
O  8.2175  12.3071  20.7612
O  8.2024  13.572  15.1763
O  -1.0974  -1.4045  17.6135
O  -1.6942  3.1724  22.4665
O  1.3533  11.8018  24.3308
O  1.459  6.5811  25.4527
O  5.0046  3.2367  24.5204
O  8.107  8.3589  19.3961
O  8.2545  11.3966  18.2934
O  2.7197  16.0546  20.3406
O  17.8383  6.2698  20.0812
O  3.0524  7.856  23.8234
O  11.3101  7.3534  18.1039
O  19.5067  0.0622  26.7107
O  1.7183  13.6303  20.084
O  6.6257  13.5681  22.5318
O  9.1902  19.4588  25.8187
O  7.5058  14.6733  20.3223
O  0.7111  7.0527  22.9659
O  -3.9402  6.7965  17.4935
O  4.1081  7.0037  21.6087
O  -1.3431  -0.6625  20.3601
O  7.8821  13.9236  24.7555
O  7.446  9.3838  21.8144
O  3.4217  4.7744  22.9127
O  14.2304  7.7459  26.7417
O  7.8207  6.3303  25.9528
O  9.1693  5.983  18.6156
O  0.7694  15.6298  18.559
O  2.6403  10.2815  27.253
O  0.4553  -4.1818  29.802
O  12.3154  12.7433  26.6779
O  -3.4966  9.9141  24.4673
O  0.9747  19.9987  24.6807
O  -1.0301  21.5899  24.3532
O  11.2859  12.8189  30.3766
O  19.664  10.8261  29.419
O  13.8056  13.1045  31.4244
O  13.2356  3.338  24.7607
O  9.7528  15.5803  28.8795
O  9.2323  16.0876  24.0969
O  6.708  4.7698  30.7444
O  -1.3782  7.0987  27.9114
O  2.1897  10.7823  32.0423
O  2.3979  12.1052  29.0015
O  7.2206  14.8352  28.4368
O  -4.2484  15.9775  23.8349
O  10.6135  2.9835  24.7948
O  8.7093  13.7053  30.385
O  6.8367  10.2618  33.9439
O  9.4386  11.7181  31.8244
O  3.0099  17.1523  30.0794
O  10.9797  10.9956  27.973
O  -3.7094  19.2256  27.4911
O  5.4361  8.2911  34.9395
O  2.8698  12.5289  34.0067
O  -3.943  21.7722  31.3833
O  14.7252  27.1869  25.4286
O  2.5353  5.4142  27.6566
O  13.0771  19.4134  29.0547
O  10.4374  14.4443  32.1164
O  4.7691  8.8787  28.4799
O  3.7159  17.6955  33.6107
O  9.2366  23.9683  27.9766
O  8.7129  9.0555  31.5217
O  5.2711  8.9047  32.3992
O  -2.4608  5.8282  35.1097
O  -2.0503  6.658  30.4082
O  2.0556  14.698  29.6002
O  4.5775  15.1872  29.1036
O  0.7028  9.3777  33.7512
O  0.0032  10.2552  36.1021
O  4.7586  11.4897  32.5742
O  -3.162  8.7711  36.151
O  3.1949  9.2462  33.7812
O  7.0661  6.8131  32.2724
O  7.7455  3.3611  35.9154
O  1.8329  19.0523  31.6236
O  10.2587  7.7877  35.1433
O  5.9619  17.2309  28.6273
O  1.9511  5.1039  32.4201

Results
free energy: -163110.312 eV
free energy less fixed offsets of O -570.45, Si -639.56 eV per atom: -1.432 eV

Forces (eV/angstrom), in the order of the atoms: element, x, y, z
Si  0.0688  -0.0255  -0.2595
Si  -0.0324  0.0464  -0.2795
Si  0.0467  -0.0076  -0.2814
Si  -0.0411  0.0369  -0.3386
Si  0.023  -0.0499  -0.2868
Si  -0.0116  0.0522  -0.259
Si  0.0444  -0.0394  -0.3141
Si  -0.0055  0.0502  -0.2963
Si  -0.0276  -0.025  0.0212
Si  0.0261  0.0237  0.0333
Si  -0.0051  0.0426  0.0258
Si  -0.0137  -0.0039  0.0436
Si  0.0104  0.0213  0.0205
Si  -0.0486  -0.0032  0.0247
Si  0.0005  -0.028  0.037
Si  0.0066  -0.0001  0.0249
Si  0.0246  -0.019  0.0056
Si  -0.0305  -0.0246  -0.0089
Si  0.0273  0.0102  -0.0311
Si  0.0123  -0.0242  0.0143
Si  0.0235  0.031  -0.0238
Si  0.013  0.0183  -0.0098
Si  -0.0261  0.0012  0.0262
Si  -0.0174  -0.0277  -0.0345
Si  -0.0107  0.0172  0.0165
Si  -0.0075  -0.0062  0.0438
Si  0.0088  0.0244  0.0296
Si  0.0128  0.0257  0.023
Si  0.006  -0.002  0.0243
Si  -0.0185  0.0129  0.029
Si  -0.0106  -0.0059  0.0243
Si  -0.002  0.0016  0.0396
Si  -0.0011  -0.0208  0.0012
Si  0.0065  -0.0016  0.0144
Si  0.0078  -0.0152  0.0126
Si  0.0037  -0.0037  0.0018
Si  0.0032  -0.0011  0.0226
Si  -0.0029  -0.0017  0.0023
Si  -0.004  -0.0068  0.0044
Si  -0.0044  0.0077  0.0179
Si  0.006  0.0098  0.0006
Si  -0.004  0.0035  -0.0091
Si  -0.0002  0.0071  -0.0122
Si  0.0017  0.0031  -0.0067
Si  -0.0033  0.0026  -0.0131
Si  0.0002  0.0082  -0.0094
Si  -0.0015  0.0032  -0.003
Si  -0.0068  0.0101  -0.0066
Si  -0.0057  -0.0058  0.0027
Si  -0.0006  -0.0105  0.0069
Si  0.0022  0.0043  0.0052
Si  0.0077  0.0028  0.007
Si  0.0027  -0.0061  0.0044
Si  0.0067  -0.0038  0.0057
Si  -0.0048  -0.0012  0.0078
Si  -0.0049  -0.0111  0.0033
Si  -0.0018  -0.0118  -0.0094
Si  -0.0027  0.0047  -0.0035
Si  -0.0006  0.0008  -0.0035
Si  0.0076  0.0104  -0.0091
Si  -0.0028  0.022  -0.0096
Si  -0.0103  0.0054  -0.0132
Si  -0.0016  0.0071  0.0018
Si  0.0011  0.0025  -0.0107
Si  0.0144  0.0011  0.0023
Si  0.0037  0.0031  -0.0144
Si  -0.0136  0.0022  -0.0325
Si  0.016  0.0128  -0.037
Si  -0.005  -0.0243  -0.0336
Si  0.0273  -0.0128  -0.016
Si  -0.0125  -0.0128  -0.0142
Si  -0.0175  -0.0063  -0.0017
Si  -0.0089  -0.0177  -0.0074
Si  0.0118  0.0016  -0.0127
Si  -0.0115  -0.0016  0.0019
Si  -0.0027  -0.007  0.0127
Si  -0.0024  0.0245  0.0215
Si  -0.0209  -0.0021  0.0191
Si  0.0077  0.0173  -0.0118
Si  0.0037  0.005  -0.0111
Si  0.0077  -0.0047  -0.0322
Si  -0.0148  0.0188  -0.0315
Si  -0.0185  -0.0111  -0.0048
Si  0.0147  -0.0166  -0.0257
Si  -0.0112  0.0154  -0.0227
Si  0.0153  0.0025  -0.0135
Si  0.0248  -0.0008  -0.0336
Si  0.0003  0.0131  -0.0269
Si  -0.0127  -0.0037  0.2708
Si  0.0155  0.035  0.2366
Si  -0.0575  -0.017  0.2595
Si  0.0152  -0.0322  0.2719
Si  0.0213  -0.037  0.2707
Si  -0.0118  -0.0249  0.2011
Si  0.0292  0.0096  0.2446
Si  -0.0139  0.0315  0.2492
Si  0.0133  0.0068  0.17
Si  0.0151  0.0209  0.1574
Si  0.0162  -0.0337  0.1817
Si  0.0057  -0.0171  0.1183
Si  0.0188  0.0048  0.2602
Si  -0.0121  -0.0098  0.2311
Si  -0.003  -0.0065  -0.0666
Si  -0.012  0.0158  0.0843
Si  -0.0059  0.0049  -0.0111
Si  -0.0253  -0.0423  0.154
Si  0.0251  0.032  0.118
Si  0.0595  0.0038  0.2497
Si  -0.0061  0.0224  0.1458
Si  0.0096  0.0168  0.0833
Si  -0.0312  -0.016  0.2467
Si  -0.0054  -0.0143  0.097
Si  0.0208  0.0031  0.0832
Si  -0.0085  -0.0242  0.1533
Si  -0.0071  0.0416  0.1649
Si  -0.0056  -0.0205  0.0778
Si  -0.0008  0.0247  0.1356
Si  0.0092  0.0056  0.0998
Si  0.0055  0.0008  0.0309
Si  -0.0006  0.0173  0.0867
Si  0.0053  -0.0067  0.0479
Si  -0.0058  -0.0053  -0.039
Si  -0.019  0.0026  -0.1049
Si  0.0048  -0.005  -0.0589
Si  -0.0099  0.0012  0.1532
Si  -0.0094  0.0226  -0.1594
Si  0.0014  0.0116  0.0017
Si  -0.0137  -0.0011  -0.2248
Si  -0.0464  0.0024  -0.273
Si  -0.0599  -0.0259  -0.2553
Si  0.0102  0.0042  -0.036
Si  0.0268  -0.0058  -0.1046
Si  0.0094  0.0074  -0.05
Si  -0.0213  0.01  -0.1605
Si  -0.0019  -0.0015  -0.0628
Si  0.0021  -0.011  0.0343
Si  0.0197  -0.0084  -0.1603
Si  0.0022  0.0097  -0.1405
Si  -0.0045  -0.0039  -0.1631
Si  0.0026  -0.0265  -0.1282
Si  -0.0025  0.0508  -0.2997
Si  -0.0071  0.0018  -0.0613
Si  -0.0043  0.004  -0.2817
Si  -0.0094  -0.0026  -0.0934
Si  0.0067  -0.03  -0.1585
Si  -0.0099  0.0303  -0.1786
Si  0.0141  0.0032  -0.1098
Si  -0.0109  -0.0154  -0.111
O  0.0222  -0.0131  0.092
O  -0.0421  -0.0125  0.1718
O  0.0162  -0.0273  0.2336
O  -0.0057  -0.0213  0.0976
O  -0.0252  0.0386  0.1017
O  -0.0086  0.005  0.1962
O  0.0175  -0.0069  0.0523
O  0.0731  -0.0593  0.2189
O  0.0148  -0.0262  0.1766
O  0.0138  0.0405  0.1744
O  0.0331  -0.0123  0.1571
O  -0.0097  -0.0052  0.0807
O  -0.0724  0.0259  0.2061
O  -0.0245  -0.0042  0.2323
O  -0.0215  0.0118  0.1847
O  -0.0158  -0.0266  -0.0837
O  -0.0108  -0.0023  -0.1123
O  0.0533  -0.0362  -0.169
O  -0.0137  0.0415  -0.0802
O  0.025  -0.03  -0.1756
O  0.0625  0.0225  -0.1729
O  -0.0057  -0.03  -0.1223
O  -0.0025  -0.0133  -0.0436
O  -0.0554  0.0496  -0.1712
O  -0.0204  0.0321  -0.22
O  -0.005  -0.0012  -0.2408
O  -0.001  0.0308  -0.1741
O  -0.0132  -0.0062  -0.1444
O  -0.0426  -0.0073  -0.1636
O  0.0021  0.0263  -0.1513
O  0.007  -0.0217  -0.1919
O  0.0019  0.0085  -0.0627
O  0.0011  -0.009  -0.0379
O  -0.0001  0.0192  -0.0422
O  0.007  -0.0043  -0.0689
O  0.0115  0.0081  -0.0706
O  0.0383  0.0302  -0.1112
O  0.0123  -0.0159  -0.074
O  -0.0184  0.0175  -0.0414
O  0.0076  -0.0214  -0.0659
O  0.005  0.0021  -0.0875
O  0.0031  -0.0091  -0.102
O  -0.0032  -0.0085  -0.0757
O  0.0001  -0.0115  -0.024
O  -0.0023  -0.0034  -0.0191
O  0.0047  0.0101  -0.0354
O  -0.0059  -0.0282  -0.075
O  -0.0182  -0.0171  -0.1355
O  -0.0226  -0.0298  -0.0764
O  0.0098  -0.0004  -0.072
O  0.002  0.0015  -0.0512
O  -0.0059  0.0423  -0.1207
O  -0.0025  -0.001  0.0053
O  0.0059  0.0012  -0.083
O  0.0044  0.0009  -0.0716
O  -0.0011  0.0027  -0.0093
O  -0.0132  0.0057  -0.0772
O  -0.017  -0.0047  -0.0642
O  -0.0332  -0.0293  -0.1031
O  -0.0056  -0.016  -0.052
O  0.0042  0.0162  -0.0651
O  -0.0006  -0.0054  -0.0381
O  0.0259  0.0083  -0.0697
O  0.0067  0.019  -0.0669
O  -0.0031  -0.0113  -0.0093
O  -0.0023  -0.0034  -0.0149
O  0.0081  0.0121  -0.0713
O  -0.0014  -0.0073  -0.0662
O  -0.0033  -0.0031  0.0159
O  0.0103  0.0037  0.0386
O  0.0018  -0.0039  -0.0003
O  -0.0108  -0.0061  -0.0293
O  0.0015  -0.0073  -0.0339
O  0.006  0.0003  -0.0263
O  -0.0032  0.0013  0.0584
O  -0.0096  -0.01  0.0554
O  0.0275  -0.0215  0.0677
O  0.0096  -0.0014  -0.0361
O  -0.0028  -0.0021  0.0314
O  0.0025  -0.005  -0.0288
O  -0.0036  0.0091  0.0834
O  0.0042  -0.0127  0.026
O  -0.0007  -0.0189  0.0728
O  -0.0013  0.0084  0.0467
O  0.0004  0.0007  0.0347
O  -0.0082  0.001  -0.0246
O  -0.0094  -0.0065  -0.0275
O  0.0071  -0.0138  0.0485
O  0.0146  -0.0296  0.1429
O  -0.0033  -0.0024  0.0428
O  0.0009  0.0065  0.0475
O  -0.006  -0.002  0.0175
O  0.0008  -0.0007  0.0185
O  0.0396  0.0512  0.1232
O  -0.0147  0.0333  0.1022
O  -0.0242  -0.0089  0.0628
O  -0.0072  -0.0136  -0.0121
O  -0.0069  0.0052  0.0343
O  -0.0112  -0.0163  0.0472
O  0.0088  0.0301  0.0839
O  0.0004  -0.002  0.0208
O  0.0131  0.0128  0.062
O  0.0026  -0.0011  0.028
O  -0.0096  0.0041  0.0474
O  -0.0084  -0.0097  0.0804
O  -0.0065  -0.0322  0.1108
O  -0.0163  0.0104  0.0511
O  -0.0005  -0.0103  0.0365
O  0.0017  -0.0019  0.0255
O  -0.0345  -0.0221  0.1429
O  -0.0207  0.0609  0.1683
O  0.0018  -0.0122  0.0685
O  0.0461  -0.0454  0.1745
O  0.0041  -0.0088  0.0733
O  -0.0251  -0.0202  0.0664
O  0.0397  -0.0843  0.1883
O  0.0111  0.0289  0.0876
O  0.0089  0.0042  0.1056
O  0.0012  0.0007  0.0201
O  0.0001  -0.0098  0.0655

The program warned: the cutoff lies below the one the program advises for these potential files; the forces do not sum to zero within the program's tolerance; empty levels may hold ghost states of the PAW files; the exchange-correlation potential is rough where the density is thin.
